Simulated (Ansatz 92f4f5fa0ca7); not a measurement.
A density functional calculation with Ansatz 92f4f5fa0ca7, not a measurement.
Periodic cell of 231 atoms, Si140O85As6, from a study of silicon, its oxide and their interface. The atomic structure is a simulated model.
Doubt: the cutoff is low for norm-conserving oxygen, so forces and energies are approximate.
Doubt: the program's own warning below bears on the result.
This geometry differs little from another in the collection (a relaxation step or a small displacement).

Settings
functional: HSE06
potential files: SPMS norm-conserving
basis: plane waves
wave-function cutoff: 800 eV
density cutoff ratio: 4
exchange-correlation grid ratio: 1
k mesh: 1 x 1 x 1, Gamma-centred
occupations: fixed
spin: none
net charge: 0

Cell vectors (angstrom)
a	11.6015	0	0
b	0	10.938	0
c	0	0	32.8271

Atoms: element, x, y, z (angstrom)
Si	0.0581	-0.0068	24.3518
Si	4.0134	-0.0639	24.2067
Si	7.9291	-0.0158	24.3354
As	2.0482	1.3135	23.9877
As	5.9387	1.3652	23.9679
Si	9.7806	1.4027	24.4467
Si	0.288	5.7331	23.9102
Si	4.114	5.4825	24.1896
Si	7.9502	5.584	23.9406
As	2.2548	7.0464	23.9822
Si	5.9803	6.9597	24.0616
Si	9.8781	6.8693	24.3213
Si	2.0309	2.6553	25.996
Si	5.9314	2.6633	26.0073
Si	9.7799	2.9336	26.1295
Si	0.1853	4.1567	25.8518
Si	3.9848	4.0257	26.0466
Si	7.7829	4.1605	25.9256
Si	2.0877	8.1322	26.1119
Si	5.9184	8.1608	26.1103
Si	9.777	8.1958	26.237
Si	0.1441	9.4838	26.1731
Si	3.9898	9.5226	26.1175
Si	7.822	9.5159	26.1868
Si	0.0791	0.0223	28.0153
Si	3.9411	0.0111	28.0008
Si	7.8097	0.0354	28.0274
Si	2.0058	1.3785	27.9882
Si	5.8763	1.3761	27.9913
Si	9.7466	1.412	27.9823
Si	0.0969	5.4335	27.926
Si	3.9335	5.4144	27.9872
Si	7.7701	5.4435	27.9571
Si	2.0145	6.7901	28.0238
Si	5.8504	6.7952	28.0177
Si	9.7354	6.7573	28.0575
Si	1.9336	2.7345	29.9279
Si	5.8008	2.7345	29.9279
Si	9.6679	2.7345	29.9279
Si	0	4.1018	29.9279
Si	3.8672	4.1018	29.9279
Si	7.7343	4.1018	29.9279
Si	1.9336	8.2035	29.9279
Si	5.8008	8.2035	29.9279
Si	9.6679	8.2035	29.9279
Si	0	9.5708	29.9279
Si	3.8672	9.5708	29.9279
Si	7.7343	9.5708	29.9279
Si	0	0	31.8615
Si	3.8672	0	31.8615
Si	7.7343	0	31.8615
Si	1.9336	1.3673	31.8615
Si	5.8008	1.3673	31.8615
Si	9.6679	1.3673	31.8615
Si	0	5.469	31.8615
Si	3.8672	5.469	31.8615
Si	7.7343	5.469	31.8615
Si	1.9336	6.8362	31.8615
Si	5.8008	6.8362	31.8615
Si	9.6679	6.8362	31.8615
Si	1.9336	2.7345	0.9679
Si	5.8008	2.7345	0.9679
Si	9.6679	2.7345	0.9679
Si	0	4.1018	0.9679
Si	3.8672	4.1018	0.9679
Si	7.7343	4.1018	0.9679
Si	1.9336	8.2035	0.9679
Si	5.8008	8.2035	0.9679
Si	9.6679	8.2035	0.9679
Si	0	9.5708	0.9679
Si	3.8672	9.5708	0.9679
Si	7.7343	9.5708	0.9679
Si	-0.0609	-0.0264	2.9754
Si	3.7784	0.0078	2.8665
Si	7.7121	0.02	2.8751
Si	1.848	1.3809	2.9087
Si	5.7258	1.3248	2.8609
Si	9.6453	1.3652	2.8994
Si	-0.1017	5.4842	2.9496
Si	3.7652	5.5073	2.8967
Si	7.6811	5.5046	2.8529
Si	1.8163	6.8632	2.9077
Si	5.7253	6.8094	2.8145
Si	9.6092	6.8971	2.9936
Si	1.7899	2.8424	4.7812
Si	5.6022	2.7116	4.7386
Si	9.544	2.7186	4.8343
Si	-0.1538	4.1659	4.9518
Si	3.7456	4.1591	4.8382
Si	7.5838	3.975	4.6248
Si	1.7781	8.2444	4.8285
Si	5.7416	8.2533	4.6173
Si	9.5906	8.2047	5.0628
Si	-0.1241	9.6689	5.0694
Si	3.756	9.5429	4.752
Si	7.6519	9.5923	4.7904
Si	-0.2313	0.3388	7.0123
Si	3.6109	0.0378	6.5951
Si	7.2911	0.0942	6.6214
Si	1.8032	1.5395	6.7124
As	5.4669	1.5849	6.8251
Si	9.2648	1.4431	6.836
Si	0.0664	5.4359	7.04
Si	3.8451	5.717	6.6327
Si	7.598	5.3126	6.4708
As	1.8422	7.044	6.8629
As	5.8604	6.9777	6.5455
Si	9.4319	6.6548	7.0086
O	12.2024	4.5357	8.3444
O	6.8404	10.0553	7.8705
O	8.6392	7.2227	8.3831
O	3.3538	10.0195	7.9072
O	9.0771	2.4112	8.1753
O	7.4447	4.3942	7.8363
O	4.0453	5.2424	8.2103
O	-0.1632	10.8773	8.6359
O	2.1493	2.4526	8.0601
O	4.0615	9.9802	22.8247
O	5.8485	8.0398	22.7968
O	5.7907	9.9796	20.8554
O	4.2704	4.4423	22.9097
O	9.8641	7.851	23.0163
O	0.248	5.4813	22.2551
O	8.1689	4.9414	22.4235
O	11.1677	10.146	22.9673
O	9.7202	2.039	22.9294
Si	-0.6805	18.356	12.5049
Si	-0.049	5.6392	20.6384
Si	8.4096	0.5098	11.2431
Si	5.9009	-1.9165	16.8053
Si	8.3562	3.642	8.9353
Si	-10.1156	7.0505	18.3722
Si	-3.5945	10.8083	15.8375
Si	-0.2474	0.7818	10.0378
Si	-5.0641	10.0432	9.4598
Si	12.8824	2.9192	20.4626
Si	-6.0579	0.8075	16.9458
Si	-3.8942	3.2669	11.8476
Si	9.8222	9.3535	22.4934
Si	1.3759	9.5851	11.4972
Si	5.6787	7.6937	14.1988
Si	4.9501	9.0303	21.8669
Si	8.7287	4.7286	20.9067
Si	14.596	4.7284	11.5438
Si	4.8824	3.7554	16.6208
Si	10.1511	2.0366	21.3826
Si	4.5638	6.2672	9.3746
Si	1.3363	14.2556	9.1733
Si	1.4859	-4.9409	13.8269
Si	3.6811	9.3011	9.3102
Si	-6.2827	15.4946	13.5628
Si	8.392	9.1483	13.2951
Si	7.5284	18.0971	9.5923
Si	3.9587	6.8244	19.9933
Si	1.4652	9.7768	16.6676
Si	9.3731	5.3798	10.9979
Si	-5.2901	10.1227	19.3335
Si	3.8229	4.2444	21.3701
Si	1.9252	4.5648	16.5216
Si	5.9748	4.7598	19.3737
Si	1.3191	1.6948	17.71
Si	-2.1725	10.2911	19.8307
Si	10.6155	-10.8741	17.2311
Si	2.9036	-2.2103	14.0538
O	-6.9423	2.1446	16.7968
O	7.5098	15.7535	19.8526
O	-0.9455	6.2111	11.4552
O	9.6646	0.7727	20.5394
O	1.7617	5.3813	12.3568
O	4.0582	7.7617	9.0653
O	7.1157	8.6474	9.9968
O	12.1957	4.2994	19.973
O	9.5028	4.6429	9.5441
O	-1.6707	5.7512	20.5119
O	5.0653	3.8449	20.3914
O	-8.3616	5.6674	20.872
O	5.629	7.7466	15.8469
O	-0.265	12.3624	17.6869
O	7.446	3.2588	10.2275
O	6.1747	6.2774	9.4253
O	-4.7483	11.9432	15.9813
O	3.9689	4.1376	12.7271
O	-3.6976	-0.7963	19.3993
O	8.1969	6.4769	10.8884
O	2.5675	7.1493	14.1245
O	-0.0503	10.1608	16.2078
O	4.9724	10.1033	9.8789
O	13.9265	3.7853	10.3897
O	-10.3532	5.7563	17.4014
O	1.5041	3.0256	16.8038
O	0.6009	6.8501	19.7399
O	3.9136	5.8111	10.7739
O	4.4951	8.715	13.7492
O	12.2703	10.9959	11.1596
O	-10.0415	4.8706	14.9727
O	4.9485	-0.6297	16.4257
O	-6.2282	-6.9271	15.0941
O	2.4206	-1.5638	15.4458
O	5.7851	8.8593	18.4204
O	9.8351	9.1726	20.9017
O	-1.2562	10.093	18.5304
O	5.8657	15.1773	17.8312
O	1.782	2.0474	19.2067
O	2.6154	3.1849	21.331
O	-3.0668	-0.6265	14.4077
O	1.2708	8.4968	17.6577
O	7.4434	-1.4617	16.5638
O	6.5047	3.8563	12.7238
O	8.9953	4.2357	12.0825
O	5.8559	0.5426	18.5355
O	9.3969	3.2816	20.7279
O	-2.3506	0.5293	16.5744
O	0.2238	19.4011	11.6661
O	5.3982	6.2686	19.5194
O	0.2301	2.3155	9.8206
O	3.5149	4.5888	16.8081
O	7.2819	0.3803	10.0921
O	13.7802	-1.3551	12.8949
O	3.0594	-3.8396	18.7078
O	8.4054	10.0131	11.9481
O	-3.5914	12.6645	12.2419
O	8.4415	-0.8559	22.9871
O	4.0227	8.1314	20.9162
O	2.0189	0.2653	17.2914
O	9.8446	11.7503	10.5891
O	-1.9764	8.1178	13.1574
O	2.4162	9.3093	10.2983
O	-16.149	-2.6461	13.5955
O	0.1672	2.1265	21.3168
O	5.4872	6.1754	13.6739
O	0.0557	6.7356	13.7711

Results
free energy: -69881.516 eV
free energy less fixed offsets of As -2657.37, O -447.96, Si -113.29 eV per atom: -0.096 eV
gap between the highest filled and lowest empty level on this k mesh: 1.501 eV

The program warned: the cutoff lies below the one the program advises for these potential files; the model core charge is not resolved on the grid; the forces do not sum to zero within the program's tolerance; the exchange-correlation potential is rough where the density is thin.
